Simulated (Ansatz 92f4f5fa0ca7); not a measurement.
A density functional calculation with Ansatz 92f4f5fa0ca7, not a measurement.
Periodic cell of 357 atoms, Si241O116, from a study of silicon, its oxide and their interface. The atomic structure is a simulated model.
Doubt: the cutoff is far below the 930 eV that the study's wrapper takes by default for these files, so forces and energies are approximate.
This geometry differs little from another in the collection (a relaxation step or a small displacement).

Settings
functional: PBE
potential files: Ansatz PAW
basis: plane waves
wave-function cutoff: 580 eV
density cutoff ratio: 5
exchange-correlation grid ratio: 1
k mesh: 1 x 1 x 1, Gamma-centred
self-consistency stop: 5e-08 eV per atom in the density residual
occupations: fixed
spin: none
net charge: 0

Cell vectors (angstrom)
a, 11.6015, 0, 0
b, 0, 13.3963, 0
c, 0, 0, 40.6478

Atoms and the computed forces on them: element, x, y, z (angstrom), force x, y, z (eV/angstrom)
Si, 0, 2.2327, 1.1851, -0.0016, 0.0061, 0.0046
Si, 3.8672, 2.2327, 1.1851, 0.0006, 0.0017, 0.006
Si, 7.7343, 2.2327, 1.1851, -0.0049, -0.0021, -0.0038
Si, 1.9336, 5.5818, 1.1851, -0.0082, -0.0012, -0.0063
Si, 5.8008, 5.5818, 1.1851, -0.0036, 0.0147, 0.0151
Si, 9.6679, 5.5818, 1.1851, -0.0009, 0.0016, 0.0205
Si, 0, 8.9308, 1.1851, -0.0071, 0.0231, 0.0083
Si, 3.8672, 8.9308, 1.1851, 0.0018, 0.0037, 0.0045
Si, 7.7343, 8.9308, 1.1851, 0.0026, -0.0117, 0.0041
Si, 1.9336, 12.2799, 1.1851, -0.0017, 0.0114, 0.0124
Si, 5.8008, 12.2799, 1.1851, 0.0049, -0.0289, -0.0166
Si, 9.6679, 12.2799, 1.1851, -0.0067, -0.008, 0.0008
Si, 1.9336, 1.1164, 1.9745, -0.0007, -0.0203, -0.0011
Si, 5.8008, 1.1164, 1.9745, 0.0233, 0.0202, 0.0002
Si, 9.6679, 1.1164, 1.9745, -0.0127, -0.0018, -0.0029
Si, 0, 4.4654, 1.9745, 0.027, -0.0276, 0.0021
Si, 3.8672, 4.4654, 1.9745, -0.0081, -0.0125, -0.0015
Si, 7.7343, 4.4654, 1.9745, -0.0017, -0.0174, -0.0074
Si, 1.9336, 7.8145, 1.9745, 0.0358, -0.0101, -0.0104
Si, 5.8008, 7.8145, 1.9745, 0.0096, -0.0192, 0.0024
Si, 9.6679, 7.8145, 1.9745, -0.0234, 0.0021, 0.0014
Si, 0, 11.1635, 1.9745, -0.0103, -0.0199, -0.0005
Si, 3.8672, 11.1635, 1.9745, 0.0375, 0.0076, -0.0002
Si, 7.7343, 11.1635, 1.9745, -0.0177, 0.0359, 0.0091
Si, 1.9336, 1.1164, 4.3426, -0.0035, -0.0182, -0.0413
Si, 5.8008, 1.1164, 4.3426, 0.0688, 0.079, 0.0359
Si, 9.6679, 1.1164, 4.3426, -0.0366, 0.0142, 0.0762
Si, 0, 4.4654, 4.3426, 0.0762, -0.0721, -0.069
Si, 3.8672, 4.4654, 4.3426, -0.0048, -0.0021, 0.0307
Si, 7.7343, 4.4654, 4.3426, -0.0354, 0.0074, 0.1544
Si, 1.9336, 7.8145, 4.3426, 0.1087, 0.0132, 0.0377
Si, 5.8008, 7.8145, 4.3426, 0.0326, -0.0411, 0.0005
Si, 9.6679, 7.8145, 4.3426, -0.0882, 0.0265, 0.0263
Si, 0, 11.1635, 4.3426, -0.0294, 0.0095, -0.0359
Si, 3.8672, 11.1635, 4.3426, 0.0836, 0.0377, -0.0357
Si, 7.7343, 11.1635, 4.3426, -0.0407, 0.0981, -0.1153
Si, 0, 0, 36.3073, -0.1084, -0.0578, -0.1171
Si, 3.8672, 0, 36.3073, 0.2356, -0.0203, 0.0823
Si, 7.7343, 0, 36.3073, -0.1461, -0.0246, 0.103
Si, 1.9336, 3.3491, 36.3073, 0.0237, 0.0804, 0.1645
Si, 5.8008, 3.3491, 36.3073, -0.0058, -0.0782, -0.0574
Si, 9.6679, 3.3491, 36.3073, -0.0931, 0.0293, -0.0329
Si, 0, 6.6981, 36.3073, -0.0855, 0.1268, 0.2143
Si, 3.8672, 6.6981, 36.3073, -0.1511, -0.0212, -0.0137
Si, 7.7343, 6.6981, 36.3073, 0.0956, -0.1042, -0.2346
Si, 1.9336, 10.0472, 36.3073, -0.058, -0.063, 0.0346
Si, 5.8008, 10.0472, 36.3073, 0.123, -0.0214, -0.0259
Si, 9.6679, 10.0472, 36.3073, -0.0386, 0.0065, -0.0346
Si, 0, 0, 38.6754, -0.0425, -0.0083, 0.0104
Si, 3.8672, 0, 38.6754, 0.0809, -0.0039, -0.0014
Si, 7.7343, 0, 38.6754, -0.0483, -0.0081, -0.0097
Si, 1.9336, 3.3491, 38.6754, 0.0043, 0.03, 0.0045
Si, 5.8008, 3.3491, 38.6754, 0.0022, -0.0131, -0.0024
Si, 9.6679, 3.3491, 38.6754, -0.0305, 0.0156, 0.0059
Si, 0, 6.6981, 38.6754, -0.0259, 0.0556, -0.0054
Si, 3.8672, 6.6981, 38.6754, -0.0568, 0.005, 0.0023
Si, 7.7343, 6.6981, 38.6754, 0.0334, -0.0319, 0.0127
Si, 1.9336, 10.0472, 38.6754, -0.0179, -0.0065, -0.0028
Si, 5.8008, 10.0472, 38.6754, 0.0457, -0.0015, 0.003
Si, 9.6679, 10.0472, 38.6754, -0.0154, 0.0137, 0.0034
Si, 0, 2.2327, 39.4648, 0.0058, 0.0005, -0.0156
Si, 3.8672, 2.2327, 39.4648, -0.004, -0.0033, 0.0016
Si, 7.7343, 2.2327, 39.4648, 0.006, -0.0032, -0.002
Si, 1.9336, 5.5818, 39.4648, -0.0002, -0.0009, 0.0158
Si, 5.8008, 5.5818, 39.4648, -0.0002, -0.0137, -0.0349
Si, 9.6679, 5.5818, 39.4648, 0.0141, -0.0006, 0.0047
Si, 0, 8.9308, 39.4648, 0.0044, -0.0268, 0.0122
Si, 3.8672, 8.9308, 39.4648, 0.0006, -0.0024, -0.0155
Si, 7.7343, 8.9308, 39.4648, -0.0045, 0.0235, -0.0095
Si, 1.9336, 12.2799, 39.4648, 0.0087, -0.0134, -0.0309
Si, 5.8008, 12.2799, 39.4648, -0.0004, 0.0268, 0.0342
Si, 9.6679, 12.2799, 39.4648, -0.005, 0.0035, -0.0012
Si, 0.3797, 0.0727, 29.3526, -0.0111, 0.0298, 0.0788
Si, 3.8894, 0.0497, 29.1621, -0.0034, 0.0022, 0.0738
Si, 8.2394, 0.0838, 28.777, -0.0385, -0.1504, 0.0234
Si, 1.8862, 3.3249, 29.3486, -0.0142, 0, 0.0603
Si, 5.6584, 3.2753, 28.9958, -0.0058, 0.0094, -0.015
Si, 7.5942, 2.1877, 29.6819, -0.0419, 0.0446, 0.0068
Si, 1.9099, 5.5681, 29.9751, 0.0439, -0.003, -0.0123
Si, 3.8185, 6.6027, 29.1489, -0.011, 0.018, 0.0599
Si, 7.5038, 6.6495, 29.3428, -0.0606, 0.0187, 0.0095
Si, 2.0613, 10.1455, 29.2507, -0.0293, -0.0129, 0.092
Si, 5.4813, 9.8828, 29.2873, 0.0053, -0.0242, 0.0197
Si, 9.9008, 10.4438, 28.8833, -0.0647, -0.0446, 0.0677
Si, 0.2327, 2.126, 30.3727, 0.0503, -0.0606, -0.0119
Si, 3.8421, 2.2318, 29.9847, -0.0096, -0.0253, -0.0108
Si, 9.3193, 3.5481, 28.9861, 0.057, -0.0933, 0.0089
Si, 0.348, 6.9323, 28.9055, 0.1446, 0.1995, 0.0132
Si, 5.658, 5.4293, 29.9573, -0.0068, 0.0264, -0.034
Si, 9.3863, 5.5628, 30.0906, -0.2453, 0.0079, 0.0966
Si, 0.0707, 9.1165, 29.7572, 0.0688, -0.017, -0.0336
Si, 3.7038, 8.7366, 30.1043, -0.0176, 0.0155, -0.0446
Si, 7.3842, 8.8389, 30.0945, 0.1501, 0.0534, -0.0063
Si, 2.1489, 12.2608, 30.1519, 0.0352, -0.0346, -0.0319
Si, 5.6201, 12.1132, 29.9428, 0.1565, 0.0295, -0.1208
Si, 9.9619, 12.4797, 29.9867, 0.0315, 0.0227, -0.0035
Si, -0.0175, 2.2317, 32.6274, 0.0124, 0.0211, 0.0172
Si, 3.8588, 2.2296, 32.3576, -0.0019, -0.0025, 0.0026
Si, 7.7171, 2.1998, 32.1503, -0.0006, 0.0024, 0.0489
Si, 1.9194, 5.5877, 32.3535, -0.0149, -0.0043, 0.0019
Si, 5.7579, 5.5425, 32.3318, 0.0125, -0.0028, 0.0095
Si, 9.6393, 5.5812, 32.4057, 0.0299, -0.0188, 0.0571
Si, -0.0324, 8.9593, 32.196, 0.0015, -0.0071, 0.023
Si, 3.8151, 8.8917, 32.4377, -0.0108, -0.0084, -0.0068
Si, 7.6709, 8.9306, 32.4142, 0.0031, -0.0031, -0.015
Si, 1.9487, 12.2792, 32.4742, -0.0012, 0.0102, -0.0043
Si, 5.7647, 12.2677, 32.3184, 0.0088, 0.0111, 0.027
Si, 9.6981, 12.3039, 32.3357, -0.012, 0.0103, -0.0008
Si, 1.9617, 1.1124, 33.2319, -0.0154, 0.0054, 0.0043
Si, 5.8086, 1.1153, 33.0941, 0.007, -0.0085, -0.0051
Si, 9.5995, 1.1123, 33.1628, 0.0018, -0.0106, -0.0171
Si, -0.0078, 4.5051, 33.2038, -0.0152, -0.0057, -0.0006
Si, 3.8387, 4.4573, 33.1582, -0.0039, -0.0071, 0.0145
Si, 7.6974, 4.4109, 33.091, 0.0029, -0.0079, 0.0079
Si, 1.8546, 7.8191, 33.1408, -0.0047, 0.0112, -0.0029
Si, 5.7572, 7.7702, 33.1721, 0.017, 0.0047, 0.0122
Si, 9.6576, 7.8408, 33.1142, -0.0169, 0.0164, -0.0177
Si, -0.0075, 11.1424, 33.1399, -0.0124, -0.0071, 0.0026
Si, 3.8734, 11.1387, 33.1903, -0.0018, 0.0072, 0.0044
Si, 7.7285, 11.1891, 33.1135, -0.002, -0.0111, -0.0156
Si, 1.9451, 1.1156, 35.5665, -0.0003, -0.0002, 0.0002
Si, 5.8079, 1.1188, 35.4873, -0.0002, -0.0054, -0.0011
Si, 9.646, 1.1171, 35.5263, 0.0067, 0.0062, -0.0044
Si, 0.0009, 4.4796, 35.5498, 0.0028, -0.005, -0.0086
Si, 3.865, 4.4629, 35.5235, -0.0056, 0.0007, 0.0006
Si, 7.7266, 4.4497, 35.4865, 0.0139, 0.0027, -0.0035
Si, 1.9161, 7.8134, 35.5142, 0.0025, -0.0033, -0.0027
Si, 5.7953, 7.803, 35.531, -0.0015, 0.0001, -0.0043
Si, 9.6742, 7.8228, 35.4982, 0.0054, -0.0094, -0.0115
Si, -0.0015, 11.1544, 35.5137, 0.0025, 0.0066, -0.0035
Si, 3.8702, 11.1561, 35.5417, 0.0088, 0.0074, 0.0063
Si, 7.7382, 11.172, 35.4981, -0.0066, 0.0052, -0.0152
Si, -0.0008, -0.0031, 5.1257, -0.0025, -0.0061, -0.0017
Si, 3.8729, 0.0068, 5.1207, -0.0002, -0.0018, 0.0035
Si, 7.7321, 0.0024, 5.1492, -0.0003, -0.0026, 0.0085
Si, 1.9374, 3.3406, 5.1348, 0.0011, 0.0073, 0.0032
Si, 5.7936, 3.3535, 5.1528, -0.0005, -0.0016, 0.0093
Si, 9.6756, 3.3535, 5.1357, 0.0004, -0.005, -0.0099
Si, 0.0006, 6.6963, 5.1037, 0.0075, -0.0037, 0.0011
Si, 3.8747, 6.6945, 5.144, -0.0011, -0.007, 0.0044
Si, 7.7331, 6.6977, 5.1469, -0.0017, 0.0038, 0.0072
Si, 1.9391, 10.0552, 5.1198, 0.0014, 0, 0.0011
Si, 5.8085, 10.045, 5.1232, 0.0016, -0.0027, 0.0054
Si, 9.6567, 10.0554, 5.1212, -0.0034, -0.0035, 0.002
Si, 0.0035, -0.0131, 7.4892, 0.0005, 0.0135, -0.0137
Si, 3.8959, 0.0135, 7.4818, 0.0026, 0.0044, -0.004
Si, 7.7387, 0.0189, 7.5311, 0.0047, 0.0035, -0.0161
Si, 1.9596, 3.3153, 7.5069, 0.0008, 0.0092, -0.004
Si, 5.7941, 3.3702, 7.5395, 0.0021, -0.0037, 0.0104
Si, 9.7129, 3.3701, 7.5052, -0.0063, 0.0029, -0.0025
Si, 0.0288, 6.6978, 7.4518, -0.0001, -0.0148, 0.0194
Si, 3.901, 6.6952, 7.5214, 0.0002, 0.003, -0.0073
Si, 7.751, 6.6975, 7.5282, -0.003, -0.0041, -0.0102
Si, 1.963, 10.0807, 7.4779, -0.0057, -0.0162, -0.0103
Si, 5.8409, 10.0378, 7.486, -0.0028, -0.002, -0.0091
Si, 9.6455, 10.0774, 7.4816, 0.0154, -0.0094, -0.0036
Si, 0.0231, 2.1975, 8.2911, 0.0058, -0.0023, -0.0092
Si, 3.8804, 2.2118, 8.3655, 0.0104, -0.001, -0.0232
Si, 7.7603, 2.2852, 8.2656, 0.0001, -0.0113, -0.0183
Si, 1.9543, 5.5571, 8.2486, -0.019, -0.0085, -0.0468
Si, 5.8287, 5.5885, 8.3806, -0.0025, -0.0072, -0.0184
Si, 9.7111, 5.6133, 8.2945, -0.0036, -0.0016, -0.0024
Si, -0.0028, 8.9545, 8.1416, -0.0103, 0.0038, -0.0204
Si, 3.8956, 8.9491, 8.2493, 0.0128, 0.0044, 0.0025
Si, 7.7572, 8.9214, 8.3403, -0.0025, 0.0006, -0.0174
Si, 1.9706, 12.3231, 8.2657, 0.0137, 0.0007, -0.0078
Si, 5.8005, 12.2601, 8.2892, -0.0002, -0.0052, -0.0037
Si, 9.6686, 12.301, 8.3264, -0.0241, 0.0064, -0.0226
Si, 0.0382, 2.0626, 10.6629, 0.0155, 0.0393, 0.0305
Si, 3.7971, 2.1574, 10.7648, -0.0334, 0.0087, 0.024
Si, 7.9436, 2.4854, 10.6002, 0.0164, 0.0101, 0.0109
Si, 1.6905, 5.667, 10.5767, -0.0983, 0.104, 0.025
Si, 5.9036, 5.581, 10.7862, 0.0616, 0.035, 0.0149
Si, 9.8123, 5.4783, 10.6664, 0.0609, 0.0954, 0.0415
Si, -0.0163, 9.1763, 10.4355, 0.0142, -0.0074, 0.0623
Si, 3.8384, 8.8813, 10.5964, 0.0367, -0.0108, 0.0365
Si, 7.712, 8.9027, 10.73, -0.0385, -0.0207, 0.0414
Si, 2.0344, 12.3739, 10.6259, 0.0298, -0.0125, 0.0345
Si, 5.7421, 12.1105, 10.6492, -0.0137, -0.0163, 0.0215
Si, 9.6144, 12.3331, 10.7075, 0.0136, 0.0135, 0.0465
Si, 1.9257, 1.1034, 11.6312, -0.033, -0.0205, -0.1122
Si, 5.4789, 0.7866, 11.6337, 0.1199, 0.0782, 0.0437
Si, 9.627, 1.1766, 11.4616, -0.0379, -0.0259, -0.0338
Si, 0.0148, 4.2478, 11.3844, -0.0149, -0.06, -0.062
Si, 4.2264, 4.2506, 11.7577, 0.0556, -0.0645, 0.0193
Si, 7.8884, 4.6367, 11.538, -0.0032, -0.011, -0.0293
Si, 1.791, 7.9126, 11.1918, -0.0334, 0.0223, -0.0681
Si, 5.7473, 7.8215, 11.5486, -0.0205, -0.0038, -0.1193
Si, 9.8067, 8.3618, 11.693, 0.022, -0.033, -0.0526
Si, 0.0797, 11.3233, 11.2227, -0.0164, 0.0139, -0.0207
Si, 3.7991, 11.051, 11.5103, -0.0121, 0.0038, -0.0781
Si, 7.7125, 11.1333, 11.4636, 0.0323, 0.0187, 0.0141
O, 3.6664, 11.0264, 13.1716, 0.0139, 0.0049, 0.0929
O, 9.9657, 8.8571, 13.2658, 0.0027, -0.0044, 0.0713
O, 5.7154, 7.9706, 13.2145, -0.0179, -0.0178, 0.122
O, 7.9803, 4.6415, 13.2056, -0.0082, 0.0292, 0.07
O, 0.0019, 4.1598, 13.0418, 0.0334, 0.0173, 0.0861
O, 5.49, 0.4134, 13.2363, -0.015, 0.041, 0.0214
O, 9.2957, 1.3628, 13.0979, 0.0152, -0.0019, 0.0637
O, 0.3457, 11.0129, 12.8318, 0.006, -0.0077, 0.0464
O, 4.3962, 4.0567, 13.3841, -0.0275, -0.0303, 0.1034
O, 1.9565, 1.1246, 13.3032, -0.0205, 0.0019, 0.1365
O, 7.6924, 11.1343, 13.117, -0.0283, -0.0277, 0.0451
O, 1.9169, 7.9164, 12.8324, 0.0166, -0.0366, 0.1116
O, 9.7232, 10.8926, 27.2957, -0.0409, 0.0332, -0.0648
O, 2.2154, 10.4125, 27.623, 0.002, 0.0013, -0.0518
O, 5.4215, 9.717, 27.6381, 0.0084, 0.0025, -0.0681
O, 12.3194, 6.869, 27.3099, 0.0228, -0.0329, -0.0762
O, 7.779, 6.6574, 27.7086, 0.026, 0.0023, -0.0531
O, 8.5474, 13.2832, 27.1385, -0.0015, -0.0327, -0.0369
O, 8.6061, 9.5135, 29.2106, -0.0426, -0.043, 0.0186
O, 0.4732, 0.5069, 27.7376, 0.0187, 0.0461, -0.0678
O, 9.5264, 3.8862, 27.3879, 0.0035, 0.0189, -0.0338
O, 3.8538, 6.7344, 27.4871, 0.0079, -0.0077, -0.0905
O, 1.4517, 3.091, 27.7532, -0.0164, -0.0276, -0.0467
O, 3.7367, -0.0096, 27.5075, -0.0066, 0.0063, -0.0395
Si, 6.9378, 9.1094, 19.3196, -0.0124, -0.0072, 0.0128
Si, 5.8046, 4.5504, 22.3004, 0.0099, 0.0013, 0.0105
Si, 3.6255, 0.7793, 26.0764, 0.0127, 0.0301, -0.0137
Si, 4.8613, 7.8578, 17.4159, 0.0038, 0.0119, 0.0118
Si, 7.7441, 4.4853, 24.8248, -0.0016, 0.0027, -0.0018
Si, 3.796, 5.9626, 26.0447, -0.023, 0.0026, 0.0108
Si, 0.7368, 6.2301, 25.8001, 0.0449, 0.0315, 0.0033
Si, 0.274, 9.17, 16.0115, 0.0056, 0.0119, -0.0134
Si, 6.2611, 3.3115, 19.6284, 0.0025, -0.0078, 0.0202
Si, 9.9154, 0.7115, 14.4592, -0.0056, 0.0039, -0.0265
Si, 7.8799, 5.5411, 14.5706, -0.0069, 0.0045, -0.0172
Si, 3.7394, -1.0005, 19.1176, 0.0013, 0, 0.0122
Si, 8.6804, 11.8015, 26.4021, 0.0042, 0.0007, -0.007
Si, -0.311, 0.4207, 19.6584, -0.0007, 0.0042, 0.0135
Si, 2.1146, 7.2747, 14.2953, -0.0363, 0.0347, -0.0043
Si, -0.0412, 11.6553, 14.2564, -0.0107, -0.0048, -0.0224
Si, 5.3763, 3.3106, 26.6198, -0.0053, -0.0082, 0.0021
Si, 9.9394, 4.426, 16.641, 0.0013, -0.0097, 0.0159
Si, 4.4903, 4.755, 17.5574, -0.0141, 0.0077, -0.0078
Si, 9.4584, 8.2249, 20.2441, 0.0064, -0.0024, 0.0096
Si, 3.6892, 3.4904, 14.7462, 0.0489, -0.03, 0.0366
Si, 5.3011, 7.2287, 14.6217, 0.0138, 0.0265, -0.0138
Si, 10.8359, 8.5915, 25.2614, -0.0058, 0.0121, 0.0083
Si, 5.1108, 7.1797, 23.4719, 0.008, -0.0265, 0.0154
Si, 1.2515, 0.8039, 14.7645, 0.005, -0.0022, -0.0154
Si, 8.1328, 7.2845, 26.2599, 0.0008, 0.0097, 0.0041
Si, 0.8946, 1.8271, 26.8535, 0.0094, -0.019, -0.0265
Si, 4.1867, 11.1877, 14.717, 0.0272, -0.0114, -0.0176
Si, 2.623, 12.1759, 24.1357, -0.0036, 0.013, 0.0025
Si, 3.9283, 2.6316, 21.277, -0.0012, 0.0009, 0.0099
Si, 5.0653, 0.6408, 14.7899, -0.0135, 0.044, -0.0066
Si, 7.4884, 8.7731, 22.2856, -0.0014, 0.004, 0.0147
Si, 1.8401, 14.5146, 17.788, 0.0019, 0.006, -0.0067
Si, 7.3192, 10.7172, 14.6457, -0.0159, 0.0244, -0.0293
Si, 9.5499, 11.4068, 20.6562, -0.0079, 0.0066, 0.0166
Si, 7.663, 13.3455, 16.3015, 0.0151, -0.0003, 0.023
Si, 1.6614, 10.1842, 26.1185, -0.0152, -0.0047, 0.0125
Si, 2.7173, 9.9431, 17.2553, 0.0114, 0.0092, 0.0025
Si, 3.8379, 9.5975, 24.234, 0.0097, -0.009, 0.0106
Si, 10.3449, 3.704, 25.9793, 0.0122, -0.0261, -0.0613
Si, 9.3235, 10.7518, 23.6147, 0.0093, 0.0088, 0.0267
Si, 6.987, 12.0579, 19.0281, 0.0023, 0.0168, 0.0093
Si, 9.3418, 2.9238, 19.1734, -0.0011, 0.0002, 0.018
Si, -0.8306, 5.5095, 19.2758, -0.0021, -0.0042, 0.024
Si, 9.3522, 8.3753, 14.7205, -0.017, 0.0197, 0.002
Si, 2.1851, 0.0931, 21.507, 0.0051, 0.0045, 0.0032
Si, 2.0174, 3.9834, 19.2712, 0.0049, -0.0061, 0.0182
Si, 6.248, 9.828, 26.2436, 0.024, 0.0431, 0.0285
Si, 0.7009, 4.4495, 14.4781, -0.0274, 0.0149, 0.0081
O, 0.8244, 0.6665, 20.8145, -0.0009, -0.0041, -0.0044
O, 9.8232, 11.5316, 22.2715, 0.0014, -0.0016, -0.0215
O, 2.0514, 3.5393, 14.6603, 0.0098, 0.0106, -0.0154
O, 11.1978, 4.1707, 15.6383, 0.0028, 0.0134, -0.0284
O, 7.0741, 10.5146, 18.4907, -0.0036, -0.0065, -0.0102
O, 1.4935, 8.3893, 15.2875, -0.0128, -0.0381, -0.0366
O, 2.1386, 1.4376, 25.8767, 0.0172, -0.0039, 0.0207
O, 3.7646, 13.1316, 24.8307, -0.0091, -0.0161, -0.0094
O, 1.6136, -1.7868, 25.3041, 0.0087, 0.0025, -0.0024
O, 0.19, 9.5137, 26.215, 0.0018, 0.0003, -0.0058
O, 7.0984, 8.4851, 25.9544, 0.0005, -0.0036, 0.0192
O, 9.1988, 3.7235, 24.8054, -0.0066, -0.0004, 0.0063
O, 4.1707, 12.7451, 15.2075, 0.0135, -0.001, -0.0191
O, 6.2986, 5.9309, 14.7963, 0.008, -0.0039, -0.013
O, 5.6998, 3.8693, 18.2036, -0.0034, 0.0082, -0.0124
O, 10.3828, 5.6272, 17.6802, 0.0029, 0.0051, -0.0112
O, 4.038, 8.3712, 23.1799, -0.0055, 0.0025, -0.0075
O, 4.1995, 4.2985, 16.0394, -0.0006, -0.0283, -0.0196
O, 5.1026, 2.2682, 20.1677, -0.0001, 0.005, -0.0072
O, 8.0296, 12.0017, 20.3179, 0.0027, -0.0008, -0.0051
O, 9.893, 9.8365, 20.214, -0.0046, -0.003, -0.0013
O, 8.2553, 8.1464, 19.1239, -0.0082, 0.0016, -0.0099
O, 1.1854, 5.9842, 14.5509, 0.0079, 0.0205, -0.0481
O, 7.5773, 13.1312, 17.9255, -0.0015, -0.0044, 0.0053
O, 6.3446, 0.7503, 15.7846, -0.0222, 0.0008, -0.0348
O, 1.0719, 9.7227, 17.3547, -0.0019, -0.0084, -0.0209
O, 1.7628, -0.5075, 22.9604, -0.0003, 0.0027, -0.0112
O, 5.3891, 12.4172, 19.3064, -0.0024, -0.0032, -0.0054
O, 6.7832, 3.7113, 25.9008, 0.0243, 0.0184, -0.009
O, 2.682, 9.1816, 25.3191, 0.0152, 0.008, -0.0105
O, 10.5944, 12.3676, 19.8739, 0.0003, 0.0009, -0.0034
O, 1.1695, 12.573, 14.826, 0.005, 0.0087, -0.0048
O, 4.2284, 4.4112, 26.2643, -0.0028, 0.0058, 0.0033
O, 9.2197, 11.8298, 24.8513, 0.0038, -0.0122, -0.0236
O, 8.7516, 6.9005, 14.4362, -0.0064, -0.0099, -0.0074
O, 3.1937, 0.341, 18.3166, 0.003, -0.0039, -0.0053
O, 7.0381, 4.4284, 23.3555, -0.0148, 0.0035, -0.0159
O, -0.2589, 1.439, 14.7677, 0.0075, -0.0074, -0.0108
O, 10.492, 8.2609, 15.9244, 0.0213, -0.0058, 0.0026
O, 3.2582, 11.0408, 18.3379, 0.0002, 0.0058, -0.0081
O, 5.5043, 8.1831, 15.9389, -0.0095, 0.0086, 0.0171
O, 3.2123, 10.4223, 15.7629, -0.0156, -0.0165, -0.0027
O, 4.8385, 1.8762, 26.03, -0.0267, -0.0265, 0.0058
O, 1.9359, 1.2481, 16.1707, 0.0083, 0.0059, 0.0167
O, 8.9517, 0.818, 15.7712, -0.0344, -0.0001, 0.0031
O, 10.2041, 12.54, 14.0904, 0.0182, 0.0004, 0.0061
O, 7.7417, 2.6494, 19.4291, -0.001, 0.0074, -0.0132
O, 10.3389, 9.5278, 24.0247, 0, -0.0076, 0.0053
O, 3.3748, 10.9174, 23.4146, 0.0034, 0.0022, -0.008
O, 4.8585, 6.6719, 25.0174, 0.0207, 0.0104, -0.0237
O, 7.9912, 6.0554, 25.2005, -0.0055, -0.029, 0.0062
O, 6.3848, 4.4917, 20.7689, -0.0011, -0.0035, -0.0081
O, 0.4665, 13.7241, 18.2142, 0.005, 0.0003, -0.0074
O, 8.548, 4.7227, 15.8205, 0.0263, -0.0078, 0.0037
O, 5.7044, 10.5974, 14.7804, 0.013, 0.023, -0.023
O, 10.197, 1.639, 19.7168, 0.001, -0.0003, -0.0086
O, 5.2082, 9.9811, 25.0145, -0.0231, -0.0017, -0.0108
O, -0.3204, 10.5087, 15.3267, 0.0145, -0.0267, -0.0138
O, 3.6875, 6.8913, 14.5675, -0.0103, 0.0051, -0.0239
O, 3.1004, 4.792, 18.3869, 0.0144, -0.0041, -0.0135
O, 9.6196, 7.9588, 26.1552, 0.0048, 0.0016, 0.0015
O, 0.7132, 4.9573, 19.4824, 0.0025, 0.003, -0.0081
O, 6.7022, 9.32, 20.9422, 0.0041, -0.0053, -0.0171
O, 8.1152, 9.3684, 15.0994, 0.0031, 0.0041, -0.0143
O, 11.4125, 4.9049, 25.7315, -0.0059, 0.0037, 0.0203
O, 2.2915, 5.9287, 25.4167, -0.0121, -0.0009, 0.0084
O, 4.9449, 5.9285, 22.4597, 0, 0.0041, 0.0024
O, 7.8899, 10.0453, 23.2369, -0.0014, -0.0095, -0.0083
O, 4.1872, 1.9706, 14.9465, 0.0266, 0.0196, -0.054
O, 11.7356, 7.3274, 24.7381, -0.0049, -0.0029, 0.0045
O, 2.976, -0.9984, 20.5714, -0.0012, -0.0002, -0.0048
O, 6.6037, 7.7723, 23.2001, 0.0018, 0.0042, -0.0053
O, 10.5431, 7.0181, 19.9351, 0.0007, 0.0022, -0.008
O, 8.8228, 7.966, 21.7449, 0.0022, 0.0018, -0.0061
O, 1.6838, 16.001, 18.4561, 0.0037, 0.0082, -0.0027
O, 3.3628, 8.4721, 17.5479, 0.0091, -0.0053, -0.005
O, 9.6484, 3.106, 17.5708, 0.0031, 0.0021, -0.0102
O, -1.8084, 4.3352, 19.9169, 0.0008, 0.0012, -0.0126
O, 5.6432, 8.4109, 18.7054, 0.0166, 0.0023, -0.0061
O, 7.8058, 11.871, 15.6643, -0.0242, -0.0179, -0.0395
O, 3.2357, 1.2904, 21.824, 0.0015, -0.0014, -0.0078
O, 7.1966, 11.1428, 26.3296, -0.0476, -0.0573, 0.0109
O, 2.7429, 3.609, 20.691, 0.0001, -0.0007, -0.0252
O, 11.2046, 2.3107, 25.9753, -0.0145, 0.0205, 0.0147
O, 4.714, 3.3477, 22.521, 0.0052, 0.002, 0.0005
O, 4.9861, 6.2711, 17.556, -0.0152, -0.0382, -0.0209
O, -1.4119, 6.7653, 11.6611, -0.0494, 0.0039, -0.0784
O, 2.9377, 5.2448, 11.589, 0.0262, -0.0571, -0.0172
O, 18.6406, 12.4178, 29.1345, -0.0584, 0.0982, 0.0941
O, 18.2964, -11.5382, 11.4672, -0.1165, -0.0918, -0.0166
O, 10.5581, 15.9744, 29.4178, -0.0681, 0.0226, 0.0216
O, 10.4562, -7.0446, 29.128, 0.0153, -0.083, -0.0555

Results
free energy: -219172.888 eV
free energy less fixed offsets of O -568.88, Si -635.61 eV per atom: -0.798 eV

The program warned: the cutoff lies below the one the program advises for these potential files; the forces do not sum to zero within the program's tolerance; the exchange-correlation potential is rough where the density is thin.
